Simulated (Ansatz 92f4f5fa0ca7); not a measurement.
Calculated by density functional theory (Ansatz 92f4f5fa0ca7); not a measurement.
Periodic cell of 158 atoms, Si90O68, from a study of silicon, its oxide and their interface. The atomic structure is a simulated model.

Settings
functional: r2SCAN
potential files: Ansatz norm-conserving
basis: plane waves
wave-function cutoff: 1300 eV
density cutoff ratio: 4
exchange-correlation grid ratio: 1
k mesh: 2 x 2 x 1, shifted by 0.5 0.5 0.5 of a step
self-consistency stop: 5e-08 eV per atom in the density residual
occupations: Fermi-Dirac, 0.05 eV
spin: none
net charge: 0

Cell vectors (angstrom)
a, 10.88, 0, 0
b, 0, 10.88, 0
c, 0, 0, 22.1425

Atoms: element, x, y, z (angstrom)
Si, -0.5528, 1.3408, -0.1487
Si, 3.6161, 3.4741, 1.4247
Si, 0.5058, 5.6408, -1.1478
Si, 2.7137, 8.37, -0.4408
Si, 6.0103, -0.0174, -0.3732
Si, 9.2447, 4.5276, -1.1473
Si, 4.9559, 6.6635, -2.0459
Si, 8.3864, 8.6596, -0.559
Si, 1.7713, 1.9048, 1.4246
Si, 3.337, 4.2151, -1.5589
Si, 1.1704, 6.9358, 0.7834
Si, 4.2161, 9.7227, 0.8232
Si, 7.0905, 1.5973, 1.2147
Si, 9.0469, 3.0381, 0.6862
Si, 7.6699, 6.3165, -0.4477
Si, 9.3799, 9.5993, 1.339
Si, -0.0262, 2.7145, 2.8189
Si, 2.8631, 0.064, 2.5347
Si, -0.0191, 8.2212, 2.4795
Si, 2.7486, 5.1705, 2.7236
Si, 5.4644, 2.6408, 2.6113
Si, 8.1345, 0.0972, 2.7389
Si, 5.7633, 7.853, 2.7583
Si, 7.457, 6.0901, 2.7227
Si, 1.2466, 4.0817, 4.1653
Si, 4.1449, 1.3316, 4.1312
Si, 1.4347, 9.5505, 3.9171
Si, 3.9864, 6.8074, 3.8033
Si, 6.667, 4.1477, 3.9844
Si, 9.5355, 1.3762, 4.2041
Si, 6.7319, 9.6185, 3.993
Si, 9.4526, 6.8545, 3.8916
Si, 0.2082, 0.0486, 5.457
Si, 2.6532, 2.7892, 5.485
Si, -0.1522, 5.4689, 5.442
Si, 2.7017, 8.0493, 5.2978
Si, 5.4369, -0.0987, 5.5447
Si, 7.97, 2.6874, 5.5099
Si, 5.2686, 5.521, 5.2291
Si, 8.1456, 8.2446, 5.243
Si, 1.3954, 1.581, 7.0228
Si, 3.5946, 4.6717, 6.5906
Si, 1.7414, 6.3305, 6.6288
Si, 4.5098, 8.8892, 6.606
Si, 7.0396, 0.8674, 7.0764
Si, 9.2609, 4.1329, 6.7746
Si, 6.3387, 7.2486, 6.4472
Si, 9.4052, 9.721, 6.5056
Si, -0.4123, 2.6824, 8.0976
Si, 2.2645, -3.2734, 11.57
Si, -0.9569, 8.7484, 9.2631
Si, 4.4834, 6.056, 10.0226
Si, 3.409, 2.569, 9.1298
Si, 5.9433, -0.3505, 9.7932
Si, 4.3184, 9.002, 8.9406
Si, 7.0351, 5.9643, 8.3044
Si, 0.1525, -0.725, 10.6266
Si, 3.7802, 0.6058, 11.5048
Si, 2.5118, 9.6948, 10.4574
Si, 4.8862, 4.339, 8.5192
Si, 7.3657, 4.1641, 14.222
Si, 7.9763, -0.8803, 13.0994
Si, 11.6648, 14.6129, 9.6865
Si, 8.3102, 7.2612, 9.9315
Si, 5.8573, 2.0902, 15.8151
Si, -1.669, 1.952, 12.8837
Si, 7.1742, 8.9095, 11.1413
Si, 9.2345, 6.3104, 11.8544
Si, 10.1696, 1.5275, 10.7494
Si, 2.7601, 10.9422, 14.2289
Si, -1.9277, -1.2484, 17.6417
Si, 3.9108, 4.3271, 15.9102
Si, -5.1578, 6.4628, 12.6686
Si, 1.7465, 4.2772, 14.0897
Si, 3.1797, -3.0257, 13.7305
Si, 12.0267, 5.0257, 16.1588
Si, 11.1428, 8.3406, 19.84
Si, 17.5066, 7.6562, 17.5763
Si, -4.2247, 5.4181, 16.8118
Si, 0.1387, 13.3112, 17.1398
Si, 0.879, 7.8746, 15.7869
Si, 11.4568, -4.896, 11.6275
Si, 6.6361, -11.7473, 15.722
Si, 11.0658, 1.5329, 14.2515
Si, -1.9204, 2.597, 19.5618
Si, 4.7756, 1.7589, 19.319
Si, 9.8804, 8.7821, 13.3316
Si, 2.601, 0.7132, 17.3344
Si, 6.7778, 2.8643, 18.5002
Si, 11.3898, 9.1969, 17.6852
O, -6.9286, 4.184, -0.0434
O, -4.927, 8.7911, -5.5694
O, 4.1653, 5.3025, -2.4389
O, 3.3854, 4.291, -7.7901
O, 7.1484, 9.7528, -0.9213
O, 1.6342, 5.5775, 1.5719
O, 3.8629, 7.6365, -1.3536
O, 0.3843, 6.449, -5.7533
O, 8.1081, -0.5693, -5.7417
O, 3.9578, 0.8228, -3.9067
O, 7.666, 5.7844, 1.1048
O, 22.8965, 0.197, -8.1524
O, 6.1512, 6.2102, -1.0403
O, 5.3415, 0.7559, -1.6584
O, 9.4408, 1.3665, -1.5544
O, 6.8662, 9.5203, -7.9406
O, -0.07, -2.3901, 14.617
O, -0.1297, -1.609, 12.0285
O, -1.3527, 1.7858, 9.2197
O, 2.2994, 7.415, 15.055
O, 6.424, 11.6754, 8.6658
O, 4.4694, 13.6984, 16.3074
O, 6.6832, 4.5117, 18.2019
O, 13.607, 1.4179, 8.1306
O, 13.5435, 4.8449, 16.8448
O, 8.3229, 5.0508, 7.7789
O, 14.4235, 1.9555, 10.623
O, 6.7546, 5.4285, 13.3988
O, 9.0779, 7.3418, 13.1374
O, 4.9784, 7.4944, 9.3694
O, 16.2285, -5.2873, 11.3388
O, 0.3735, 5.2237, 10.1736
O, 1.6536, -0.5189, 17.8093
O, -5.5048, 11.1819, 11.215
O, 0.5366, 2.625, 10.9024
O, 1.2386, 13.6223, 14.0065
O, -2.7665, 11.6325, 13.1392
O, 13.2211, 3.806, 9.2757
O, 3.3793, -12.2992, 13.9715
O, 10.5971, 1.5513, 15.8324
O, 8.284, 10.652, 7.3009
O, -2.278, 14.3187, 13.4057
O, 12.2007, 5.0203, 12.7256
O, -4.5579, 2.9213, 14.4914
O, -0.6134, -0.1587, 22.613
O, 3.0444, -4.4533, 10.6737
O, 1.4974, 8.9736, 20.7288
O, 0.102, -6.863, 16.8796
O, -7.3428, 0.9526, 13.0859
O, -5.708, 5.3282, 16.1182
O, 5.7338, 11.3654, 15.5985
O, 4.533, 17.8158, 13.6951
O, 12.6333, -6.2853, 20.6413
O, -1.2101, 8.6811, 20.5148
O, 12.5494, 2.0356, 17.5343
O, 18.6126, 15.6889, 15.7014
O, 3.6392, 13.6437, 19.9253
O, 16.0778, 8.4292, 23.4446
O, 17.8549, 2.2098, 16.9907
O, 6.2349, 18.7856, 12.0957
O, 11.3184, 6.7122, 19.7256
O, -5.2797, 7.4301, 18.8181
O, -0.6878, 19.709, 7.659
O, 1.0763, 12.5585, 22.0111
O, 8.1143, 8.2447, 18.0117
O, -1.154, 3.7444, 24.2091
O, 3.003, -10.3695, 15.7666
O, 9.9159, 2.2185, 18.2815

Results
free energy: -42128.544 eV
free energy less fixed offsets of O -463.61, Si -117.95 eV per atom: 12.436 eV
pressure: -2.01 GPa
stress xx, yy, zz, yz, xz, xy (GPa, positive in tension): 2.52, 2.16, 1.33, -0.18, -0.12, -0.68

Forces (eV/angstrom), in the order of the atoms: element, x, y, z
Si, 0.2091, -0.3239, 0.1001
Si, 0.3259, 0.0902, -0.1722
Si, 0.0215, -0.3366, -0.4386
Si, -0.2147, -0.0345, 0.0653
Si, 0.3571, 0.331, 0.0349
Si, -0.0909, 0.2401, -0.0884
Si, 0.0566, -0.2, 0.265
Si, -0.4035, -0.0811, -0.0681
Si, -0.4372, -0.3029, -0.7954
Si, 0.1127, -0.112, 0.1618
Si, 0.0546, -0.0369, 0.0094
Si, 0.2604, -0.0702, 0.1779
Si, -0.0572, -0.1601, -0.0292
Si, -0.1727, 0.4457, 0.8679
Si, 0.2024, -0.2365, -0.3358
Si, 0.4417, 0.6367, 0.0112
Si, -0.2126, 0.7306, -0.0143
Si, 0.1768, -0.331, 0.2014
Si, 0.0553, -0.2082, 0.2538
Si, -0.6162, -0.2864, 0.362
Si, -0.0151, -0.0997, -0.0352
Si, -0.0379, 0.0006, 0.0555
Si, -0.3549, 0.2035, -0.1123
Si, 0.5766, -0.2117, 0.0125
Si, 0.1675, 0.0185, 0.3676
Si, -0.2699, 0.0974, 0.2715
Si, 0.0677, -0.1124, -0.1298
Si, 0.0438, 0.1358, -0.1519
Si, -0.0261, -0.1586, -0.1221
Si, 0.0302, -0.1775, 0.0259
Si, 0.1805, -0.1658, -0.072
Si, -0.0148, -0.2338, -0.1482
Si, 0.0272, 0.0234, -0.0192
Si, 0.2853, 0.1259, -0.4328
Si, 0.1884, 0.0243, -0.1807
Si, -0.0667, -0.2105, -0.0252
Si, -0.0529, 0.0774, 0.2515
Si, 0.0031, 0.0865, -0.0353
Si, -0.171, 0.1016, 0.0505
Si, -0.0996, 0.1376, 0.0805
Si, 0.6397, -0.0943, -0.2611
Si, -0.1799, 0.3849, -0.0914
Si, 0.0648, 0.1834, 0.1712
Si, -0.0552, -0.1013, -0.2932
Si, -0.146, -1.0077, 0.3099
Si, -0.2619, 0.4972, -0.1814
Si, -0.2127, 0.0837, -0.0835
Si, -0.1255, -0.4424, 0.3592
Si, -0.2471, -0.2158, 0.2412
Si, -0.0155, -0.2314, -0.1501
Si, -1.0895, -1.1622, -0.7675
Si, -0.6563, -0.2635, 0.3806
Si, -0.0899, 0.1646, 0.3386
Si, 0.2873, -0.6409, 0.0294
Si, -0.0407, 0.0938, -0.0007
Si, 0.5999, -0.8369, -0.4544
Si, 0.4309, -0.4401, 0.9337
Si, 0.0886, 0.081, -0.1644
Si, 0.3799, 0.0222, -0.0163
Si, 0.4285, 0.7729, -0.0537
Si, -0.1755, -0.1268, 0.2246
Si, 0.0324, 0.2967, 0.0528
Si, 0.0573, 0.7026, 0.5482
Si, -0.0578, 0.4402, 0.0476
Si, 0.0976, -0.1211, -0.1501
Si, -0.9843, 0.0023, 0.3741
Si, 0.1231, -0.1422, -0.2419
Si, -0.2417, -0.1832, -0.0504
Si, 0.1325, 0.6463, -0.5149
Si, 0.2979, 0.0237, -0.2528
Si, -0.3535, 0.2796, -0.2432
Si, 0.3216, 0.0173, 0.037
Si, 0.1131, 0.2909, -0.3511
Si, 0.1327, 0.0317, -0.4278
Si, 0.0548, 0.081, -0.1404
Si, -0.196, -0.0094, 0.5547
Si, -0.1023, -0.2915, 0.3862
Si, -0.0881, -0.1458, -0.3616
Si, 0.2041, -0.1037, -0.1569
Si, -0.0832, 0.1261, 0.1725
Si, 0.2214, -0.3692, -0.6073
Si, -0.0822, 0.3695, -0.4393
Si, -0.2101, 0.0543, -0.2761
Si, 0.7541, -0.1103, 0.4737
Si, 0.4518, -0.2219, -0.0927
Si, -0.4, 0.0648, 0.305
Si, -0.3606, -0.0906, -0.1017
Si, 0.2067, 0.3646, -0.0638
Si, 0.0436, -0.016, -0.4186
Si, 0.1383, 0.2462, -0.0197
O, -0.2883, -0.1685, -0.1009
O, 0.366, 0.1118, 0.2034
O, -0.05, 0.1656, 0.0792
O, -0.305, -0.0716, 0.2763
O, 0.0314, -0.1794, 0.0332
O, 0.223, 0.5228, -0.2171
O, 0.0459, -0.1235, -0.2104
O, 0.1181, 0.0199, -0.0711
O, -0.0035, -0.1206, 0.0876
O, -0.2493, -0.0564, -0.0893
O, -0.0696, 0.1741, 0.1272
O, -0.1327, 0.1347, -0.0181
O, -0.08, 0.2853, -0.1082
O, 0.1362, -0.0586, -0.0707
O, 0.1967, 0.0028, -0.2179
O, 0.0718, 0.2206, 0.2839
O, 0.506, -0.0632, 0.3982
O, 0.0685, 0.0363, 0.4858
O, 0.432, -0.0412, 0.1266
O, -0.209, 0.2858, 0.0947
O, -0.0179, 0.0464, -0.2289
O, -0.0731, 0.3422, -0.1465
O, 0.1795, -0.2963, -0.2555
O, -0.2831, 0.0009, 0.199
O, -0.2031, -0.1343, -0.4636
O, 0.0733, -0.0036, -0.1481
O, -0.1697, -0.1871, -0.0983
O, -0.0527, -0.0203, 0.2241
O, 0.2323, 0.4686, 0.0121
O, -0.318, 0.3343, 0.2267
O, -0.0252, 0.5161, 0.1815
O, 0.5435, -0.4343, 0.1865
O, -0.1496, 0.0483, -0.0286
O, -0.3125, 0.1347, -0.2107
O, -0.1299, -0.0948, -0.3554
O, 0.0843, 0.1069, 0.0301
O, -0.1426, 0.3338, 0.0178
O, -0.0278, -0.5103, 0.1136
O, -0.1913, 0.1093, 0.3119
O, 0.1161, -0.0092, -0.2597
O, 0.082, 0.6206, -0.5906
O, 0.1254, -0.4314, -0.0282
O, 0.1615, -0.2366, 0.1109
O, 0.1274, 0.1668, 0.1732
O, 0.0592, 0.0727, -0.1228
O, -0.1074, 0.2559, 0.0162
O, 0.1007, -0.1676, 0.1376
O, 0.2458, -0.0612, -0.195
O, -0.2458, -0.1778, 0.1526
O, -0.1286, -0.2927, 0.0455
O, 0.1927, -0.0723, 0.1224
O, 0.1231, -0.0785, -0.0302
O, -0.0909, 0.239, 0.1561
O, 0.1492, 0.116, -0.1279
O, -0.0991, -0.2365, -0.0921
O, -0.2676, -0.0203, -0.0718
O, -0.0519, 0.093, 0.0335
O, -0.0473, 0.2377, -0.0124
O, -0.1493, 0.2014, 0.2281
O, -0.2926, -0.4048, 0.1123
O, -0.1311, 0.1729, 0.3216
O, 0.043, 0.1658, 0.1661
O, 0.2247, 0.3055, 0.1707
O, 0.0384, 0.0118, 0.4218
O, -0.1079, 0.1719, 0.0072
O, 0.0461, -0.701, -0.4543
O, -0.2289, -0.1206, 0.075
O, -0.087, -0.022, 0.1359
